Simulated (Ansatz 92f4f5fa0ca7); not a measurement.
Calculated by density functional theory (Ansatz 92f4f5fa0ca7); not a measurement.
Periodic cell of 273 atoms, Si162O105B6, from a study of silicon, its oxide and their interface. The atomic structure is a simulated model.
Doubt: the cutoff is far below the 930 eV that the study's wrapper takes by default for these files, so forces and energies are approximate.
This geometry differs little from another in the collection (a relaxation step or a small displacement).

Settings: functional PBE; potential files Ansatz PAW; basis plane waves; wave-function cutoff 580 eV; density cutoff ratio 5; exchange-correlation grid ratio 1; k mesh 1 x 1 x 1, Gamma-centred; self-consistency stop 5e-08 eV per atom in the density residual; occupations fixed; spin none; net charge 0.

Cell vectors (angstrom)
a  11.6015  0  0
b  0  13.3963  0
c  0  0  30.7921

Atoms and the computed forces on them: element, x, y, z (angstrom), force x, y, z (eV/angstrom)
B  11.5503  -0.1608  24.7414  0.1645  -0.0265  -0.0109
Si  3.6687  -0.1701  24.0672  -0.1658  -0.0232  0.0956
Si  7.8377  -0.1058  23.9403  0.0428  -0.0348  0.0508
Si  1.948  3.0888  24.2879  -0.1422  0.0706  -0.0538
Si  5.9541  3.3933  24.157  0.0351  0.2349  0.0342
Si  9.897  3.2602  24.0706  0.2391  0.2405  -0.0033
B  11.616  6.5405  24.6811  -0.053  0.0618  -0.0055
Si  3.9947  6.5888  24.0242  -0.0123  -0.0938  0.0065
B  7.9015  6.5911  24.7038  -0.2207  0.0974  0.0266
Si  1.8393  9.8605  24.1002  -0.0583  0.1078  0.0409
Si  5.8499  9.9894  24.0702  0.0744  0.0166  0.0114
Si  9.7374  9.7481  24.1362  0.0275  0.0043  0.0392
Si  11.6321  1.8988  25.0192  -0.1578  -0.1662  0.0076
Si  3.9953  2.1449  24.859  0.1077  -0.1259  -0.0527
Si  7.8792  2.1655  24.7298  -0.0664  -0.1592  0.0131
Si  1.8171  5.4954  24.7187  0.029  0.105  0.0206
Si  6.0496  5.626  24.9616  0.1237  0.0807  -0.0009
Si  9.7502  5.6242  24.7998  0.1459  -0.0515  -0.019
Si  11.6373  8.5816  24.9481  0.035  -0.1975  0.0021
Si  3.882  8.8648  24.783  0.0031  -0.0445  -0.0129
Si  7.7584  8.6632  24.8395  -0.0544  -0.1417  0.0209
Si  1.7122  12.1824  24.9356  -0.1668  0.0171  -0.0316
Si  5.8023  12.2389  24.7856  0.0435  0.01  -0.0262
Si  9.8162  12.1541  24.7408  0.0255  0.058  0.0251
Si  11.6147  2.1524  27.3481  0.0102  0.0024  -0.0366
Si  3.9302  2.1551  27.2278  0.0054  0.0075  0.0405
Si  7.79  2.1799  27.1496  -0.0056  0.0137  0.0065
Si  1.9438  5.5226  27.1572  0.0143  -0.0192  -0.0165
Si  5.8277  5.5499  27.3076  -0.0069  -0.0213  -0.0656
Si  9.6856  5.5294  27.2393  -0.0291  -0.007  -0.0569
Si  11.6143  8.8479  27.3008  -0.0142  0.0201  -0.043
Si  3.878  8.8745  27.1855  -0.0001  0.0079  0.0118
Si  7.7376  8.8708  27.233  -0.0062  0.0365  -0.0409
Si  1.912  12.1972  27.3035  0.061  0.0109  -0.087
Si  5.8049  12.2683  27.181  -0.0117  0.0156  -0.0024
Si  9.6856  12.22  27.1815  -0.0578  -0.0291  -0.0376
Si  1.9778  1.0569  28.0393  -0.0155  -0.0269  0.0505
Si  5.8613  1.087  28.0256  0.0004  -0.0203  -0.0131
Si  9.6665  1.0483  28.0367  0.0173  -0.001  0.0281
Si  11.6251  4.4208  28.0152  0.0132  0.0036  0.0781
Si  3.8726  4.4069  28.002  0.0042  0.0402  0.0523
Si  7.7598  4.4022  28.0206  -0.028  0.0201  0.0499
Si  1.9598  7.7403  28.0224  -0.0012  0.0109  0.032
Si  5.8043  7.7878  28.0377  0.0082  -0.008  0.0659
Si  9.6652  7.7536  28.0374  0.0044  0.0309  0.0785
Si  11.5813  11.1012  28.0415  0.0023  -0.0377  0.0814
Si  3.8902  11.1125  28.0068  -0.0275  0.0109  0.0395
Si  7.7306  11.1315  27.9874  0.0423  -0.0224  0.0573
Si  1.9336  1.1164  30.3972  0.1255  -0.0916  0.1014
Si  5.8008  1.1164  30.3972  0.1515  -0.1005  -0.0926
Si  9.6679  1.1164  30.3972  -0.108  -0.198  0.0622
Si  0  4.4654  30.3972  0.0232  0.013  -0.072
Si  3.8672  4.4654  30.3972  -0.0581  -0.1036  -0.2211
Si  7.7343  4.4654  30.3972  0.1298  -0.1948  -0.0583
Si  1.9336  7.8145  30.3972  0.129  -0.1166  -0.0656
Si  5.8008  7.8145  30.3972  -0.0428  0.017  0.134
Si  9.6679  7.8145  30.3972  -0.0459  -0.1027  0.1123
Si  0  11.1635  30.3972  -0.1035  -0.1142  0.1342
Si  3.8672  11.1635  30.3972  0.0633  -0.1201  -0.1041
Si  7.7343  11.1635  30.3972  0.0209  -0.0666  -0.2512
Si  0  0  0.3944  -0.1062  0.1341  -0.3416
Si  3.8672  0  0.3944  0.1295  0.201  -0.1298
Si  7.7343  0  0.3944  -0.0972  0.1634  0.0206
Si  1.9336  3.3491  0.3944  0.1441  0.1143  -0.1422
Si  5.8008  3.3491  0.3944  -0.0493  0.1056  -0.0198
Si  9.6679  3.3491  0.3944  -0.179  0.2233  0.0032
Si  0  6.6981  0.3944  -0.0464  -0.1247  -0.0475
Si  3.8672  6.6981  0.3944  -0.035  0.0955  0.0918
Si  7.7343  6.6981  0.3944  0.026  0.1242  0.3714
Si  1.9336  10.0472  0.3944  0.0469  -0.0882  -0.3528
Si  5.8008  10.0472  0.3944  0.053  0.0993  0.2824
Si  9.6679  10.0472  0.3944  -0.1107  0.1008  0.0445
Si  11.5868  0.0541  2.7274  0.0046  0.025  -0.0427
Si  3.8912  0.0494  2.7507  0.042  -0.0131  -0.0724
Si  7.7079  0.0664  2.7563  -0.0152  0.0259  -0.0616
Si  1.9451  3.4197  2.748  0.0219  -0.0327  -0.1236
Si  5.7723  3.4156  2.7691  0.0282  -0.0095  -0.0738
Si  9.6317  3.4299  2.7684  -0.0099  -0.0358  -0.0855
Si  11.5753  6.6927  2.7606  -0.0081  0.0304  -0.0563
Si  3.87  6.748  2.7742  0.0253  -0.0158  -0.0423
Si  7.7306  6.7593  2.8297  0.0339  -0.0176  -0.0442
Si  1.934  10.0398  2.7262  -0.0123  -0.0082  -0.0104
Si  5.8113  10.0983  2.8047  0.0008  0.0341  -0.0497
Si  9.6379  10.0994  2.7667  0.0066  -0.0069  -0.002
Si  11.5943  2.3208  3.4222  -0.035  -0.0128  0.1343
Si  3.8574  2.2849  3.5652  -0.0458  0.0347  0.1188
Si  7.6921  2.3054  3.5566  0.0632  -0.0057  0.085
Si  1.9334  5.6372  3.5519  0.0336  -0.0052  0.1325
Si  5.7832  5.6341  3.6051  -0.0418  0.0289  0.0419
Si  9.6573  5.6291  3.6758  -0.0334  0.0099  0.0487
Si  11.5759  8.935  3.4534  0.005  0.0008  0.0082
Si  3.8696  8.9805  3.5761  0.0167  0.0115  0.0149
Si  7.7372  9.0025  3.6721  -0.0126  0.0097  -0.0012
Si  1.937  12.3004  3.3571  -0.013  0.0047  -0.0206
Si  5.808  12.3492  3.6088  -0.0219  -0.0421  0.0688
Si  9.6422  12.3663  3.5119  0.0034  0.0208  0.0119
Si  11.5702  2.6059  5.7576  0.0285  0.0477  -0.0053
Si  3.9417  2.427  6.0284  0.0243  -0.073  -0.0367
Si  7.5242  2.2604  5.9688  -0.3336  -0.0292  -0.0202
Si  1.9418  5.4862  5.9971  -0.1654  0.0413  -0.024
Si  5.5609  5.6049  6.0083  0.0597  -0.1007  0.0019
Si  9.7691  5.5853  6.1463  -0.0178  -0.0026  0.0089
Si  11.6132  8.9299  5.7789  -0.0097  0.1124  -0.0033
Si  3.8522  9.0749  5.9555  -0.0131  0.0581  0.0002
Si  7.7421  9.0882  6.0968  0.0202  0.0762  -0.0375
Si  1.9193  12.4156  5.6439  -0.007  -0.0712  0.0301
Si  5.7766  12.6265  6.0249  0.0061  0.1524  -0.0361
Si  9.6881  12.4993  5.8613  0.0187  -0.0788  -0.0018
Si  1.8305  1.2322  6.4359  -0.0135  0.2168  0.0227
B  5.6938  1.3077  6.1315  0.2003  -0.0189  0.0357
Si  9.6666  1.404  6.5906  0.0487  0.2555  0.0155
B  11.6343  4.6244  6.1111  0.0496  -0.0968  0.0063
B  3.7858  4.5048  6.1573  0.0298  -0.0485  -0.1034
Si  7.5585  4.4992  6.8567  0.0634  0.0151  0.017
Si  1.9314  7.8567  6.6809  -0.0349  -0.2048  0.066
Si  5.7554  7.9187  6.75  -0.0286  -0.0758  0.0617
Si  9.7334  7.942  6.8353  0.0602  -0.1123  0.048
Si  11.6081  11.2288  6.3601  -0.0267  -0.0503  -0.0209
Si  3.8029  11.3972  6.61  0.0748  0.0465  -0.0126
Si  7.7829  11.4793  6.8307  -0.1128  0.0171  0.0471
O  1.3426  0.7642  7.958  0.0108  -0.0434  -0.0141
O  3.5069  11.5388  8.2588  -0.0051  -0.0457  -0.0131
O  7.3103  4.4561  8.54  -0.0043  -0.0269  0.0193
O  9.9892  8.1706  8.5026  0  0.0305  -0.0261
O  5.7363  7.9079  8.4338  -0.0102  0.0185  -0.0368
O  1.7613  7.929  8.346  0.0301  0.0556  -0.0777
O  9.8402  1.8442  8.1987  -0.0105  -0.1265  -0.0607
O  -0.0608  11.0601  7.9894  0.0071  0.0004  -0.0287
O  7.9848  11.732  8.4788  0.0242  -0.0059  -0.0428
O  5.8846  10.3093  22.4207  -0.0099  0.008  0.0077
O  3.094  12.9149  22.495  0.0622  0.0261  0.1037
O  6.0001  3.8345  22.5445  -0.0022  -0.0794  0.0291
O  1.9197  2.5636  22.7155  0.0225  0.0037  0.0814
O  10.3202  3.3062  22.4337  -0.0402  -0.0619  0.031
O  7.9189  -0.1794  22.2557  -0.0212  0.021  -0.0036
O  1.6433  9.682  22.4409  0.0179  -0.0033  0.0034
O  4.2703  6.4606  22.3731  0.0067  0.0072  -0.0001
O  9.7239  9.4443  22.4971  -0.0006  0.0066  0.0168
Si  3.0831  9.7203  14.1363  0.0011  0.0045  0.0017
Si  10.7227  7.0566  19.0936  0.0036  0.0055  -0.0012
Si  5.4323  12.9292  16.6488  -0.003  0.0019  -0.0093
Si  7.3535  5.3268  9.927  0.014  -0.0082  -0.0126
Si  8.9991  8.0523  9.8055  -0.0146  -0.0178  0.0248
Si  8.7914  4.6728  19.3867  0.0189  0.004  -0.0136
Si  2.0593  2.4627  21.1247  -0.0019  0.0021  -0.0623
Si  11.384  9.8758  18.9989  -0.0002  -0.0105  -0.0011
Si  3.5413  0.0767  11.2766  -0.0084  0.008  0.0246
Si  5.2531  2.3958  15.5046  -0.0021  0.0037  0.0004
Si  10.7843  12.1309  16.9461  0.0012  -0.0033  -0.0058
Si  8.1037  3.0376  16.8686  0.0006  0.0034  -0.0075
Si  4.1867  6.9892  20.826  -0.0033  0.0093  0.0147
Si  6.0562  1.3947  12.6121  0.0055  0.0086  0.0081
Si  6.7033  8.7223  19.7366  -0.0124  -0.0109  -0.0021
Si  11.5861  11.0352  9.5873  0.0112  0.0043  0.0399
Si  8.2283  0.7611  20.9545  0.0117  0.0089  -0.0184
Si  3.9791  4.1763  19.6572  0.0032  0.0236  -0.0227
Si  8.441  3.1973  11.7658  -0.0082  0.0183  0.0061
Si  0.1838  6.3201  14.2466  -0.0029  -0.0043  0.0025
Si  3.1352  8.8242  17.0252  0  -0.0054  0.0013
Si  8.7077  11.9804  9.9185  0.0131  0.0311  0.0368
Si  4.0141  10.8564  9.6495  -0.0091  0.0015  0.0287
Si  10.0612  1.4562  9.7613  -0.0086  0.0021  0.0338
Si  5.4501  6.7344  11.7265  0.0036  -0.0105  0.0063
Si  1.4745  0.5512  16.432  -0.003  0.0012  -0.0066
Si  5.9077  10.6462  14.7425  -0.0027  0.0004  0.0045
Si  1.7086  12.5886  13.652  -0.003  0.0001  0.008
Si  8.2031  0.0935  17.9652  0.0047  -0.0003  -0.0164
Si  1.285  6.3021  17.1646  0.0015  0.0024  -0.0039
Si  6.1891  8.8827  9.6746  0.0243  -0.009  0.0445
Si  1.8121  8.6141  9.8185  0.0108  0.0083  0.0459
Si  7.4551  6.9097  14.1974  0.0044  -0.0019  -0.0003
Si  6.2823  8.4414  16.6948  -0.0025  -0.0001  -0.0005
Si  2.3075  9.3883  20.9794  -0.0101  -0.0205  -0.0052
Si  1.2671  0.4515  9.537  0.003  0.0156  0.0146
Si  9.428  4.362  14.4416  0.0007  0.0029  -0.0015
Si  7.7046  12.1346  12.7731  0.0037  0.0051  0.0249
Si  9.7927  8.4513  12.8863  -0.0042  -0.0062  0.013
Si  2.8137  3.4573  16.8447  -0.0032  0.0036  -0.012
Si  10.4686  11.4697  13.8306  0.0011  -0.0029  0.0069
Si  9.6205  8.9517  20.972  0.0012  -0.0106  -0.0307
Si  3.1398  11.8397  18.1868  0.0025  -0.0073  -0.0268
Si  5.2133  10.8417  21.0306  0.0031  -0.0357  -0.0118
Si  3.4828  -0.2932  20.9101  -0.0077  -0.0182  -0.0683
Si  6.6293  3.5635  21.0784  0.0016  0.005  -0.0359
Si  10.576  2.6339  20.9576  -0.0052  0.0051  -0.031
Si  2.4362  7.2065  12.3722  0.0047  -0.0099  0.0229
O  10.0204  3.6864  19.8318  -0.0026  -0.0038  0.0165
O  6.6415  2.9831  16.1381  -0.0009  0.0005  0.0031
O  9.8108  1.1857  20.899  -0.0235  -0.003  0.0098
O  4.8539  1.0136  16.288  -0.001  -0.0035  0.0064
O  3.7023  10.2325  20.9166  0.0085  0.0119  0.0152
O  11.5385  0.1894  16.8603  0.0041  -0.0003  0.0038
O  5.8651  5.6669  10.5405  -0.0102  0.0084  0.0003
O  1.8629  2.1039  16.7972  0.0023  -0.0026  0.0078
O  7.6958  4.7355  20.6217  -0.0164  -0.0173  0.0149
O  9.1876  13.524  10.0371  0.0108  0.0064  -0.0342
O  3.9562  3.3878  15.6642  -0.0004  -0.0019  0.0061
O  2.5176  11.2253  13.9959  0.0014  -0.0013  -0.0024
O  0.5316  2.3041  20.5656  0.0126  0.007  0.0172
O  2.7224  3.8592  20.6375  -0.0067  -0.015  0.0172
O  2.5446  9.1398  15.5507  -0.0006  0.0042  -0.0016
O  8.5804  1.6081  17.4927  -0.0014  -0.0064  0.011
O  4.6982  12.2616  17.937  -0.0009  0.0005  0.006
O  2.3051  7.5262  17.5676  -0.0004  0.0016  0.0013
O  7.9874  4.0938  18.0979  0.0008  0.0014  0.0103
O  6.9945  10.9137  13.5762  0.0015  0.0036  -0.006
O  8.3527  8.1392  13.5983  -0.0021  0.0023  -0.0019
O  1.7409  7.3966  10.9046  -0.0051  0.0113  -0.0272
O  3.1041  1.2825  20.6311  -0.0004  -0.0123  0.0157
O  10.5974  11.4626  15.4634  -0.0037  0.0031  0.0052
O  8.1384  4.6687  11.1823  0.0047  -0.0096  0.0025
O  1.1715  9.7232  19.8572  -0.0009  0.0035  0.0096
O  6.8741  13.4839  13.105  -0.0014  -0.0022  -0.0064
O  10.6079  7.6315  20.6596  -0.0024  0.0031  -0.0033
O  2.5094  13.387  12.5099  0.0037  0.0016  -0.0146
O  6.3085  6.5412  13.1005  -0.0022  0.0024  -0.0016
O  2.736  0.8641  10.1017  -0.0137  -0.0046  -0.008
O  5.7229  8.2221  11.0951  0.0007  0.0056  -0.0197
O  6.9886  8.3296  18.1677  0.0011  0.002  -0.0003
O  5.549  7.8046  20.4426  0.0072  0.0077  -0.0004
O  2.5564  8.7215  12.9779  -0.0012  0.0027  -0.0025
O  10.2509  9.971  13.2341  -0.0012  0.0046  -0.0021
O  1.9617  4.8525  16.7837  0.0021  -0.0047  0.0057
O  4.7173  9.7292  14.1019  0.0026  -0.0009  0.0032
O  9.2691  3.5419  15.8409  -0.0048  -0.0013  0.0098
O  5.4729  2.174  13.9104  0.001  -0.0045  -0.0017
O  7.7028  11.7482  11.1864  0.0053  0.0029  -0.0169
O  5.239  12.0226  15.3057  0.0024  0.0012  0.0039
O  11.6429  1.3357  10.1341  -0.011  -0.0071  -0.0175
O  3.8959  6.5202  12.1468  -0.0023  0.0032  -0.0044
O  2.7963  7.8481  20.729  -0.0002  0.0073  -0.0063
O  4.6801  8.3279  16.9591  0.0034  0.0002  0.0032
O  5.0288  12.4845  20.8815  -0.0114  0.0217  0.0071
O  3.0124  10.2191  17.9035  -0.001  0.0083  -0.0016
O  9.3807  12.4233  17.6785  -0.0044  0.0056  0.0074
O  0.946  12.2985  9.9913  -0.0111  -0.0147  -0.009
O  10.9057  7.4732  13.5308  -0.0007  0.002  -0.0009
O  9.0634  3.308  13.2571  -0.0032  0.0003  -0.0009
O  1.572  6.2296  13.3678  0.0005  0.0023  -0.0021
O  6.9925  12.9994  17.0203  -0.0002  -0.0016  0.0056
O  6.7938  7.2897  15.651  -0.0031  0.0034  0.0055
O  0.4635  6.7204  15.8097  -0.0007  -0.0003  0.0026
O  7.0554  2.3473  11.7599  -0.0074  -0.0084  0.0036
O  10.9173  8.4674  18.242  -0.0009  0.0016  0.0042
O  10.0586  11.0868  10.1507  0.0042  -0.0015  -0.0095
O  8.3906  5.6107  14.4449  -0.0029  0.0006  0.0025
O  0.3382  6.1139  18.5099  -0.001  -0.0014  0.0045
O  2.6831  12.3102  19.6988  0.0078  0.0166  0.0307
O  6.1689  10.2762  19.8284  -0.0044  0.0111  0.0041
O  7.8024  9.1627  9.6861  -0.0161  0.0067  -0.0134
O  7.8399  13.418  19.5565  -0.0069  0.0064  0.032
O  6.6254  9.8798  15.9954  0.0016  0.0019  0.0002
O  0.5844  9.635  10.133  -0.0124  0.0064  -0.0032
O  11.5816  11.0432  17.8847  0.0001  0.0056  0.004
O  4.1186  5.795  19.717  -0.0022  -0.0179  -0.0037
O  7.3622  2.124  21.0962  0.0017  0.0026  0.012
O  4.8472  0.9627  11.6237  -0.0036  -0.0033  -0.006
O  2.3391  12.7661  17.1347  0.0003  0.0028  0.0026
O  8.242  6.6354  9.5996  0.0004  0.0122  -0.0029
O  10.9609  4.9012  14.2363  0.0003  0.0015  -0.0005
O  9.2074  12.3823  13.3529  -0.0067  -0.0008  -0.0051
O  1.6444  0.2978  14.8403  0.0026  0.0002  0.0078
O  10.1593  10.1994  20.0408  0.0007  0.0053  0.0141
O  3.9742  11.9612  10.8387  -0.0002  -0.0112  -0.0217
O  8.0881  8.5492  20.5776  0.0069  0.0043  0.0058
O  9.5409  2.5959  10.7608  0.0087  -0.0189  -0.0189
O  0.2055  12.1501  13.192  -0.0007  -0.0009  -0.0012
O  9.7172  8.181  11.2649  0.0012  0.0038  -0.0095
O  5.553  10.3632  9.4764  -0.0126  0.0068  -0.0106
O  5.3894  3.4803  20.045  0.0104  -0.0004  0.0139
O  9.371  6.1391  18.9503  -0.0049  -0.004  0.0028
O  3.6556  3.5177  18.2227  0.004  -0.0038  0.0113
O  3.1726  9.5045  9.9966  -0.0017  0.0108  -0.0227

Results
free energy: -163629.867 eV
free energy less fixed offsets of B -154.04, O -568.88, Si -635.61 eV per atom: -4.407 eV

The program warned: the cutoff lies below the one the program advises for these potential files; the forces do not sum to zero within the program's tolerance; the exchange-correlation potential is rough where the density is thin.
